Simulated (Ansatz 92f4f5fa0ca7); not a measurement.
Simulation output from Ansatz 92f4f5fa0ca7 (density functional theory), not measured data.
Periodic cell of 158 atoms, Si96O58N4, from a study of silicon, its oxide and their interface. The atomic structure is a simulated model.

Settings
functional: r2SCAN
potential files: Ansatz norm-conserving
basis: plane waves
wave-function cutoff: 1300 eV
density cutoff ratio: 4
exchange-correlation grid ratio: 1
k mesh: 2 x 2 x 1, shifted by 0.5 0.5 0.5 of a step
self-consistency stop: 5e-08 eV per atom in the density residual
occupations: Fermi-Dirac, 0.05 eV
spin: none
net charge: 0

Cell vectors (angstrom)
a	10.88	0	0
b	0	10.88	0
c	0	0	23.0476

Atoms and the computed forces on them: element, x, y, z (angstrom), force x, y, z (eV/angstrom)
Si	0.8429	-0.7551	0.5196	-1.0715	1.8234	-1.2192
Si	2.021	2.8337	-0.735	1.9138	0.2092	-0.9215
Si	0.721	4.7546	-0.317	-0.8661	0.8325	-0.1288
Si	2.1295	8.2578	-0.0433	-2.3293	-2.3629	-1.1835
Si	6.3795	-0.707	-0.1519	-1.4229	-0.5126	0.4627
Si	8.0902	2.0135	-0.3946	1.7983	-0.7654	1.2583
Si	6.9222	4.7392	0.0193	-1.7802	-0.2997	-1.398
Si	8.4828	7.8128	0.3938	-0.5879	2.0445	-0.2074
Si	1.3176	1.6276	1.0119	-0.2155	-2.0472	3.1241
Si	4.6369	4.2683	0.2939	-2.5085	-1.8182	-0.3233
Si	2.2013	6.0428	0.9593	-1.6483	1.6042	-0.3303
Si	4.4901	9.5417	1.0287	-1.7982	0.7586	-0.737
Si	7.1058	1.1231	1.4554	-1.6555	0.2499	-1.6236
Si	9.5763	4.6623	1.1759	0.5857	-2.5735	-1.4763
Si	6.9957	6.4631	1.377	-0.3873	1.5177	2.3757
Si	9.8706	9.1547	1.7435	-0.6416	0.4263	-0.32
Si	-0.212	3.1058	2.6502	1.1259	-1.8206	-1.2335
Si	2.8727	0.0898	2.5499	0.2596	0.9006	-0.8685
Si	0.0878	7.6002	3.1356	0.6064	0.6062	0.8334
Si	2.1183	6.2576	3.1686	-1.0101	-1.6153	0.3152
Si	5.6265	2.8446	2.6904	1.5951	-2.5791	0.4861
Si	8.1299	-0.0783	2.9759	2.2653	-1.4748	-0.5888
Si	5.4856	8.0452	2.3799	0.3918	-1.1343	1.7209
Si	8.253	5.3288	2.8755	0.3182	1.2544	1.712
Si	1.4119	4.0468	4.0011	-0.6336	1.8981	0.8558
Si	4.2523	1.6167	3.9244	-1.1781	-3.3534	1.759
Si	1.2383	9.6545	3.9099	0.6874	-1.0094	1.2206
Si	4.1274	6.9427	4.0659	-0.3517	1.2004	-0.2509
Si	6.7767	4.1254	4.162	1.5221	-0.0734	0.9055
Si	9.5209	1.4492	3.9338	-0.7733	1.0893	1.5865
Si	6.9067	9.1917	4.0293	-1.0014	0.4452	0.0079
Si	9.6255	6.2844	4.5881	-0.7225	1.7071	-0.2353
Si	-0.3153	-0.0578	5.3606	1.249	0.3303	0.092
Si	2.621	2.675	5.3656	1.1324	-0.3327	0.6676
Si	0.2555	5.1386	5.9519	-0.5024	-0.2564	-0.7839
Si	2.73	8.3526	5.447	0.2812	0.7527	-0.357
Si	5.7032	-0.0406	5.312	-2.7846	-1.4489	-1.4414
Si	8.2019	2.8359	5.6574	0.2921	-0.485	-1.2001
Si	5.5864	5.7488	5.3757	-1.4595	-2.3211	0.4435
Si	8.0638	7.976	5.6251	1.8444	0.1823	-0.1079
Si	1.0139	1.3545	6.701	0.4547	-0.4628	0.3317
Si	4.1293	4.0012	6.8237	1.8364	-1.2934	-2.5217
Si	1.572	6.9093	6.9252	0.3058	-1.6251	-1.7414
Si	4.192	9.5945	6.836	-1.319	1.36	-1.3384
Si	6.6007	1.4389	6.5752	1.8536	0.9708	3.0502
Si	9.5424	3.8887	7.3626	-0.9301	2.4822	-2.0742
Si	6.7348	6.8045	7.0166	-0.9814	1.1764	0.775
Si	9.363	9.5603	6.9976	-0.2621	-0.6974	-0.5629
Si	-0.3337	2.3276	8.5235	1.3926	-0.3759	1.6417
Si	2.5856	0.1267	8.0377	0.312	-0.4601	-0.0222
Si	-0.0264	7.9171	8.0494	-1.3067	1.4761	0.9086
Si	2.9748	5.3415	7.9527	-2.9043	2.6507	3.6647
Si	5.4747	2.7219	8.3425	0.1681	-1.0906	-2.0724
Si	7.7766	0.1466	8.307	1.2098	1.6555	-2.2019
Si	5.1937	8.3021	8.345	1.5591	-1.1016	-0.4303
Si	7.9311	5.4266	8.3926	1.5847	-0.1429	-0.64
Si	1.7157	4.3793	10.0358	-0.4796	-2.3576	-0.9139
Si	3.8939	1.526	9.4449	-0.7113	-0.7333	1.2144
Si	1.2909	9.4189	9.2957	-2.1774	0.7627	-0.2437
Si	4.1008	6.6749	9.5299	0.116	-1.3697	0.2212
Si	6.9097	3.9014	9.643	-0.804	0.8627	0.8735
Si	8.9116	1.3448	9.9649	1.0641	0.032	-1.0742
Si	6.4127	9.8861	9.5006	-1.0936	-3.1667	3.6146
Si	9.4476	6.6942	9.5927	1.1593	0.825	1.1032
Si	-0.6096	-0.4067	10.4238	0.091	-1.2597	-0.2524
Si	3.509	3.1897	11.0682	-0.9543	1.0479	0.3917
Si	-0.06	5.4334	11.2476	0.4835	2.7833	0.3491
Si	3.037	7.9605	11.1142	-0.8482	-2.5066	0.4364
Si	4.7095	-0.1186	10.996	-0.639	-1.9873	0.4621
Si	8.2728	3.6742	11.5194	-0.0719	0.5342	0.7166
Si	5.1059	4.8911	10.8615	0.6069	1.1585	-1.7005
Si	8.8087	8.6227	10.932	-1.1464	-0.0257	-2.3945
Si	11.3745	7.5934	18.161	-1.3008	1.7044	0.9928
Si	6.6818	5.4416	13.3518	-0.9637	4.1598	0.4324
Si	0.7187	10.5274	13.2186	0.8295	-2.6129	-1.2756
Si	3.4088	12.0873	13.2388	2.2704	0.6787	-1.3676
Si	6.0267	8.8636	15.7014	3.0412	1.4701	-0.8698
Si	4.4608	11.5023	16.0583	-1.0327	-0.3056	1.5114
Si	12.2752	7.3788	13.3642	1.8082	0.1771	1.5414
Si	17.1061	12.9063	18.2251	1.0683	1.3277	1.5952
Si	-2.3825	3.8579	18.197	-1.411	-0.7099	-1.5022
Si	4.4725	6.1874	15.6719	-0.6856	-0.1185	2.974
Si	8.9596	11.4863	18.5949	1.8012	4.5326	-1.2054
Si	2.0852	5.8279	16.0273	-1.3555	3.8384	0.2801
Si	11.2148	3.4088	16.9217	0.6629	3.9509	2.9105
Si	6.6214	0.4742	20.403	4.5131	-0.0961	-0.1653
Si	11.3872	6.9735	20.6273	-0.8398	0.5029	-0.2247
Si	7.3358	5.7886	20.0713	0.7358	2.0741	4.538
Si	8.2476	8.1088	13.9769	2.1398	6.0776	-0.8389
Si	1.8683	-0.3123	17.6831	-0.4111	-0.7803	3.5028
Si	0.8643	12.5419	19.5701	0.2912	-1.8637	0.3655
Si	0.1279	11.4117	16.1487	-0.1879	2.8507	-0.4973
Si	5.9843	4.8834	17.8391	-0.2633	-1.4652	1.7158
Si	10.0085	0.0069	21.261	2.5375	-1.2224	1.5423
Si	9.3447	7.786	21.3413	0.2602	0.9388	-1.232
Si	8.9539	9.2801	16.6816	0.8674	-4.3746	-1.4487
O	0.6612	-0.2952	21.91	-1.6374	-0.8403	0.2558
O	-6.3141	-7.2703	1.8369	-1.3368	1.6929	-2.3283
O	6.8128	5.4856	21.6519	0.1413	-0.5335	-3.0447
O	3.6403	5.559	0.5248	3.4204	-1.0698	-1.4117
O	0.4545	5.4182	21.2183	0.2239	-0.3746	0.0394
O	1.6904	7.7254	21.45	0.4806	0.7259	0.6681
O	3.5936	8.7763	22.8539	2.8377	1.0728	0.6645
O	3.4276	10.8891	17.2999	0.3606	0.4528	-2.4549
O	7.3712	1.7847	-1.8456	-1.1411	-0.8747	-0.0199
O	1.6744	2.1885	20.853	-0.6296	1.6432	0.7574
N	8.1855	3.656	23.3911	1.2805	-0.0833	-1.4641
O	9.4678	1.0134	22.4633	-1.627	0.9199	-0.3288
O	1.4775	-6.5464	16.0679	-0.9861	-0.6705	1.2965
O	3.7052	3.2006	22.3026	-0.4773	1.0977	1.235
O	7.1825	8.7779	22.7612	1.3199	-0.1797	1.0123
O	12.1999	8.9856	18.1274	1.7418	3.2687	-1.12
O	-0.1585	-0.0035	11.9277	0.6917	0.2487	1.7113
O	5.6235	3.4756	18.5965	-0.2941	0.4081	0.6226
O	3.2932	2.7457	12.666	-0.0751	-0.9159	-0.5623
O	7.1619	-2.0839	10.6248	0.8379	1.1046	-1.0484
O	0.3469	6.4418	12.6646	-1.7159	-2.9743	-3.2365
O	0.9081	8.8824	13.4231	-0.0033	2.574	-0.724
O	2.9245	7.2696	12.6163	-2.1527	-0.0629	0.262
O	14.719	9.2451	11.3437	2.886	4.9647	-0.708
O	4.7335	0.4298	12.5725	-0.3978	0.8402	-0.8331
O	6.8518	8.9213	14.264	-0.1643	-1.0853	0.61
O	7.5076	4.1205	12.9368	-0.2429	-0.2363	0.2548
O	9.7695	4.2765	11.6259	-0.177	0.435	0.6121
O	0.7829	2.8599	9.6589	0.4226	1.7956	-0.2774
O	5.8625	5.8742	11.9362	1.299	-0.4179	2.72
O	12.4343	8.352	10.5365	0.6839	0.0447	0.5439
O	8.8639	8.6434	12.492	-0.2074	-0.9328	3.8472
O	7.3422	4.4328	17.1291	0.8845	1.2013	-0.3993
O	-1.0034	8.0896	17.5311	-0.2484	0.4727	0.2913
O	9.8718	4.1993	17.5151	2.5913	0.2387	-0.9673
O	12.3259	6.9877	14.9687	0.7279	-1.7985	-0.3772
O	3.6493	12.2645	14.7828	1.4275	-0.8126	4.0148
O	7.9008	17.5311	13.8524	-3.132	-7.5708	-1.1639
O	5.5301	12.44	16.9104	-1.7237	-1.4853	-3.71
O	5.6632	0.9961	19.3596	-2.3062	2.0339	-2.6213
O	5.358	5.6904	14.4795	3.2773	-1.9088	-3.1021
O	8.1615	7.121	20.4593	-0.0529	0.3368	-1.1672
O	19.5059	13.0173	11.4036	-0.3569	-2.4661	-0.1536
O	5.1945	7.6076	16.1669	-1.4835	-0.9391	-0.5945
O	5.1994	10.2062	15.4508	-0.9721	0.9037	0.7993
N	10.2037	11.6922	19.8079	0.1214	2.1172	-1.5702
O	13.0716	11.168	12.9087	-1.8963	-0.6636	0.1884
O	0.0698	11.0143	14.5704	-0.226	0.6918	1.7767
O	5.9233	-0.6265	21.255	0.2493	0.244	2.2777
O	1.4768	6.5565	17.4826	1.3042	-2.4952	-2.3951
O	6.2473	6.0262	18.9711	-1.2153	0.145	-0.8187
N	7.9998	13.101	18.2634	0.5349	-2.305	0.2935
O	0.7825	2.6008	18.2657	0.7018	0.7348	0.3984
O	-2.5154	4.719	19.559	1.0663	-1.7041	-0.2444
O	9.3958	8.5939	15.096	-2.3046	1.0157	1.1649
O	1.8391	11.305	19.2842	0.3958	-1.6272	-4.0836
O	7.8564	-0.1696	19.3226	-3.3213	-1.5497	2.1904
O	10.7735	2.365	15.9478	-0.7816	-6.9678	-3.0275
O	9.3541	9.4291	20.9387	-0.1249	-0.046	1.1608
O	4.7069	5.2168	17.0119	-0.6256	0.9841	-1.9034
O	-3.6127	8.9678	16.8173	1.9309	1.1233	-0.0615
N	9.6442	10.8678	17.0556	-2.2889	-1.3535	0.5226

Results
free energy: -39362.843 eV
free energy less fixed offsets of N -289.75, O -463.61, Si -117.95 eV per atom: 8.737 eV
pressure: -0.76 GPa
stress xx, yy, zz, yz, xz, xy (GPa, positive in tension): 0.42, 0.53, 1.35, 0.89, -1.3, -0.15
